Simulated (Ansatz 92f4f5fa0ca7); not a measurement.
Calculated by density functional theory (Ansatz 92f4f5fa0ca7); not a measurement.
Periodic cell of 221 atoms, Si132O88H1, from a study of silicon, its oxide and their interface. The atomic structure is a simulated model.
Doubt: the cutoff is far below the 930 eV that the study's wrapper takes by default for these files, so forces and energies are approximate.

Settings: functional PBE; potential files Ansatz PAW; basis plane waves; wave-function cutoff 580 eV; density cutoff ratio 5; exchange-correlation grid ratio 1; k mesh 1 x 1 x 1, Gamma-centred; self-consistency stop 5e-08 eV per atom in the density residual; occupations fixed; spin none; net charge +1 e, with a uniform compensating background and no finite-size correction.

Cell vectors (angstrom)
a  10.938  0  0
b  0  10.938  0
c  0  0  32.5423

Atoms: element, x, y, z (angstrom)
Si  -0.2886  0.3149  25.114
Si  5.6844  -0.2944  25.103
Si  2.3358  3.0213  25.0303
Si  8.4674  2.5143  25.0659
Si  0.1317  5.2341  24.8868
Si  5.1995  5.8162  25.0371
Si  2.9843  7.9983  24.9816
Si  7.8815  8.4597  25.0382
Si  1.2786  1.4527  26.4509
Si  6.8393  1.3612  26.3773
Si  4.0279  4.154  26.3181
Si  9.5887  4.1129  26.3834
Si  1.3322  6.8242  26.2752
Si  6.767  6.9061  26.4289
Si  4.0959  9.5243  26.4281
Si  9.5095  9.5994  26.379
Si  2.7118  0.0229  27.7238
Si  8.183  0.014  27.7854
Si  -0.0379  2.785  27.8171
Si  5.4358  2.7599  27.7003
Si  2.6962  5.4963  27.7445
Si  8.1836  5.4895  27.7161
Si  -0.0121  8.2075  27.6955
Si  5.4431  8.2199  27.822
Si  4.1018  1.3673  29.1241
Si  9.5708  1.3673  29.1241
Si  1.3673  4.1018  29.1241
Si  6.8362  4.1018  29.1241
Si  4.1018  6.8362  29.1241
Si  9.5708  6.8362  29.1241
Si  1.3673  9.5708  29.1241
Si  6.8362  9.5708  29.1241
Si  0  0  30.4913
Si  5.469  0  30.4913
Si  2.7345  2.7345  30.4913
Si  8.2035  2.7345  30.4913
Si  0  5.469  30.4913
Si  5.469  5.469  30.4913
Si  2.7345  8.2035  30.4913
Si  8.2035  8.2035  30.4913
Si  1.3673  1.3673  31.8586
Si  6.8362  1.3673  31.8586
Si  4.1018  4.1018  31.8586
Si  9.5708  4.1018  31.8586
Si  1.3673  6.8362  31.8586
Si  6.8362  6.8362  31.8586
Si  4.1018  9.5708  31.8586
Si  9.5708  9.5708  31.8586
Si  2.7345  0  0.6835
Si  8.2035  0  0.6835
Si  0  2.7345  0.6835
Si  5.469  2.7345  0.6835
Si  2.7345  5.469  0.6835
Si  8.2035  5.469  0.6835
Si  0  8.2035  0.6835
Si  5.469  8.2035  0.6835
Si  4.1018  1.3673  2.0507
Si  9.5708  1.3673  2.0507
Si  1.3673  4.1018  2.0507
Si  6.8362  4.1018  2.0507
Si  4.1018  6.8362  2.0507
Si  9.5708  6.8362  2.0507
Si  1.3673  9.5708  2.0507
Si  6.8362  9.5708  2.0507
Si  0  0  3.418
Si  5.469  0  3.418
Si  2.7345  2.7345  3.418
Si  8.2035  2.7345  3.418
Si  0  5.469  3.418
Si  5.469  5.469  3.418
Si  2.7345  8.2035  3.418
Si  8.2035  8.2035  3.418
Si  1.4402  1.302  4.7854
Si  6.8611  1.3757  4.8713
Si  4.1964  4.0106  4.774
Si  9.5683  4.0853  4.792
Si  1.4056  6.7892  4.7493
Si  6.7763  6.8738  4.7318
Si  4.1317  9.5614  4.8454
Si  9.5445  9.6229  4.7543
Si  2.8303  -0.0229  6.2793
Si  8.2402  0.0205  6.2583
Si  0.0478  2.66  6.098
Si  5.5516  2.7376  6.3324
Si  2.7931  5.3581  6.0484
Si  8.1079  5.4933  6.0141
Si  0.0412  8.241  5.9774
Si  5.4822  8.1862  6.225
Si  3.9367  1.6078  7.6847
Si  9.9908  1.0902  7.5456
Si  1.6545  3.7664  7.3982
Si  6.6908  4.4714  7.6147
Si  4.3055  6.4896  7.4257
Si  9.3233  7.1076  7.1454
Si  1.1882  9.658  7.4473
Si  7.1489  9.2837  7.5239
O  1.2638  4.1197  24.3485
O  6.8127  9.5991  24.4395
O  2.7519  2.7065  8.0455
O  8.3362  8.1866  7.9608
O  5.4746  5.5061  8.1032
O  0.0491  -0.1823  7.9258
O  4.0889  6.8883  24.3923
O  9.5431  1.3854  24.4487
O  1.6203  8.8746  8.8408
O  0.9449  4.3154  8.7723
O  9.877  1.8304  9.0493
O  6.5782  9.8173  8.9911
O  4.5169  1.2202  9.1914
O  3.3294  6.8846  8.6903
O  7.57  4.1943  9.0159
O  10.0559  6.1909  8.275
O  2.8962  2.1422  23.7523
O  4.8338  0.2627  23.8075
O  7.9094  3.3162  23.7362
O  10.2931  5.7712  23.5047
O  8.4267  7.6734  23.6976
O  2.4288  8.77  23.6216
O  6.0498  5.2712  23.7284
O  0.5356  10.6385  23.8395
Si  3.1364  9.2066  11.917
Si  8.2182  4.79  10.397
Si  7.0426  4.7858  17.4606
Si  4.2889  1.615  23.0941
Si  12.3481  3.3245  19.2576
Si  7.9132  -2.9381  14.5491
Si  1.0709  9.3811  22.9597
Si  4.0195  12.9164  20.0812
Si  -2.3627  2.9568  12.6771
Si  -3.9512  14.2086  20.1136
Si  1.0787  -4.5654  18.521
Si  0.8082  11.095  12.4459
Si  10.2777  9.789  14.8891
Si  -6.0506  3.1722  16.0201
Si  7.1545  10.235  10.4628
Si  0.6465  17.6855  15.4769
Si  -1.3908  4.2071  15.4417
Si  -0.0047  5.4549  9.4108
Si  5.0509  7.4849  13.5011
Si  6.5409  3.876  23.0531
Si  7.4319  7.7312  17.3842
Si  9.777  1.1081  10.5155
Si  2.1354  11.6348  18.1678
Si  9.7458  1.8941  19.7635
Si  4.5975  0.7774  10.7538
Si  2.9871  2.1903  12.9963
Si  2.1777  7.55  9.6179
Si  5.8631  9.593  15.6064
Si  3.1394  5.0544  14.3472
Si  9.6902  7.1421  22.8177
Si  11.2436  10.246  20.2262
Si  7.3566  -3.5828  11.7939
Si  -1.4245  7.5855  19.7725
Si  3.5931  0.5536  15.7541
Si  9.5896  12.3723  16.568
Si  7.0228  1.5048  14.782
O  4.3019  10.0106  15.8116
O  10.1892  -0.0658  16.1563
O  8.5373  0.0952  10.3451
O  0.1654  8.3147  15.0548
O  4.3424  -4.8337  13.9988
O  2.8089  14.0621  20.1262
O  1.8436  6.0442  14.5684
O  -1.7586  14.8331  13.8696
O  -2.8905  1.5738  16.0418
O  -1.0792  4.7715  10.4277
O  10.4652  -4.4297  19.0081
O  8.3685  7.4574  16.0431
O  -3.1916  1.7204  13.3433
O  3.3729  12.1413  14.2702
O  1.3343  9.9299  21.4496
O  8.2201  7.1107  13.1933
O  8.2535  2.2421  20.3445
O  10.263  9.0026  19.9505
O  4.0693  1.2643  21.5344
O  -3.4795  8.9148  11.3657
O  6.7794  4.1373  21.4724
O  8.2328  7.896  18.7987
O  12.1308  10.5286  18.8908
O  6.567  6.3507  17.5258
O  -2.7222  4.5056  16.3611
O  9.6551  2.2251  11.6985
O  10.7704  10.7936  13.7009
O  5.9205  2.7326  14.8166
O  6.4134  10.9472  14.8682
O  -0.5063  16.5155  15.4639
O  -2.179  -1.5472  14.4261
O  4.0637  1.9362  11.7847
O  -7.3934  11.7609  19.0108
O  2.8801  7.8958  11.03
O  5.7982  7.0214  12.1269
O  2.0587  -3.7012  19.5058
O  6.1856  8.227  14.5795
O  9.1736  6.987  21.2653
O  1.5194  12.5653  12.5688
O  -0.0569  8.2293  22.933
O  6.5596  9.1051  17.0423
O  -3.4392  4.2845  18.9426
O  2.2413  0.2352  16.6082
O  -0.0532  3.083  19.9975
O  1.447  4.794  18.6036
O  3.746  10.3469  10.9455
O  5.3843  2.7803  23.3224
O  3.658  4.1766  15.6343
O  5.5398  13.4817  19.7583
O  -3.2504  3.9135  11.6809
O  4.0192  8.7058  13.1825
O  6.1159  0.3477  11.1509
O  9.5796  1.495  18.1903
O  -0.6391  13.7699  15.9994
O  4.3636  1.7349  16.5949
O  1.4621  13.1162  18.0939
O  5.7102  -7.008  17.1658
O  0.969  6.5655  10.0788
O  1.2365  6.9013  16.9894
O  1.792  9.8171  12.5515
O  7.8044  6.3592  10.6033
O  11.0363  0.1734  10.9756
O  10.2971  11.5298  20.5828
O  2.886  3.8196  13.2551
H  2.6587  -3.0618  19.0911

Results
free energy: -133980.675 eV
free energy less fixed offsets of H -15.97, O -568.88, Si -635.61 eV per atom: -2.745 eV

Forces (eV/angstrom), in the order of the atoms: element, x, y, z
Si  -0.1554  0.0927  -0.0151
Si  0.1355  -0.0537  -0.0552
Si  -0.0292  0.0843  0.056
Si  0.1465  -0.234  -0.0127
Si  0.1527  -0.0969  0.0319
Si  -0.1002  -0.0013  0.043
Si  0.0467  -0.1101  0.0014
Si  -0.0549  0.1461  0.052
Si  0.0562  -0.0287  -0.1829
Si  -0.0604  0.0002  -0.2799
Si  0.0264  0.0025  -0.2748
Si  -0.0485  0.0072  -0.1855
Si  0.0296  0.0336  -0.293
Si  0.0003  -0.0475  -0.2209
Si  -0.0197  0.0375  -0.1904
Si  -0.0124  -0.0202  -0.2925
Si  -0.011  0.0266  0.0778
Si  -0.0045  0.0057  -0.0393
Si  -0.0135  0.0062  0.0995
Si  -0.0129  0.0316  0.0017
Si  -0.0084  0.0158  -0.1051
Si  -0.0114  0.015  0.0973
Si  0.0047  0.014  0.0375
Si  0.0021  0.018  0.1124
Si  -0.0272  0.0744  -0.3129
Si  -0.1423  0.0593  0.3005
Si  0.0423  0.2476  0.2785
Si  -0.0987  0.0303  -0.377
Si  -0.2659  -0.1187  0.2325
Si  0.0093  0.0292  -0.3507
Si  -0.0811  -0.0282  -0.3648
Si  -0.0421  0.1251  0.3773
Si  -0.0161  -0.0025  -0.0284
Si  0.0786  -0.0281  0.0041
Si  0.0118  0.03  -0.0267
Si  -0.0023  -0.1136  0.0025
Si  0.0731  -0.0086  -0.009
Si  -0.0575  -0.0346  -0.0193
Si  0.038  -0.063  -0.0038
Si  0.0108  0.0248  -0.027
Si  -0.0032  -0.0045  -0.0159
Si  -0.0366  0.0792  -0.0067
Si  0.0233  -0.0259  0.0015
Si  0.0177  0.0757  -0.0378
Si  -0.097  0.011  -0.0263
Si  0.01  0.022  -0.0214
Si  -0.0602  0.0171  -0.0261
Si  -0.0011  -0.0119  -0.0088
Si  0.0591  -0.0389  0.0255
Si  -0.0058  -0.0073  0.0103
Si  -0.0237  -0.0247  0.0081
Si  0.0233  -0.0438  0.0347
Si  -0.0078  0.0576  0
Si  0.0073  -0.0529  0.0222
Si  0.0671  -0.0234  0.0214
Si  0.0006  -0.0069  0.0155
Si  -0.0961  0.055  -0.0111
Si  0.0826  0.0441  0.0143
Si  -0.0366  0.0243  0.0266
Si  -0.0058  0.0857  0.0118
Si  -0.0382  -0.0695  -0.0167
Si  -0.0065  0.0251  0.0286
Si  -0.1005  0.0076  0.021
Si  0.0715  -0.0001  -0.0031
Si  0.161  0.093  -0.2275
Si  0.1406  0.0978  0.5078
Si  0.3292  -0.3433  -0.0659
Si  -0.0441  -0.1253  0.1968
Si  -0.0732  -0.21  -0.058
Si  -0.1531  -0.1132  -0.3547
Si  0.2596  0.0686  0.1367
Si  -0.1172  0.2045  -0.1864
Si  -0.0199  -0.0569  -0.0238
Si  -0.047  -0.0728  -0.0595
Si  -0.0313  -0.0006  -0.0341
Si  0.0873  -0.0524  -0.0353
Si  0.0597  -0.0101  -0.0064
Si  -0.0786  0.001  -0.1551
Si  -0.0237  -0.0334  -0.1173
Si  0.0744  0.0343  -0.0881
Si  -0.1154  0.1017  0.121
Si  0.0947  0.0262  0.1577
Si  0.0148  0.0727  0.1062
Si  0.0105  0.0582  0.1715
Si  -0.047  0.0058  0.1777
Si  0.0966  -0.0505  0.1564
Si  -0.0161  -0.0556  0.1004
Si  -0.0266  -0.0554  0.1643
Si  -0.1341  0.2263  -0.2104
Si  0.1751  -0.0057  -0.057
Si  -0.002  0.0103  -0.0236
Si  0.013  0.1996  -0.0808
Si  -0.0392  -0.1155  0.0068
Si  0.0267  0.0604  0.231
Si  -0.2318  0.0638  -0.0467
Si  0.238  -0.2015  -0.0598
O  0.0332  -0.0153  0.4762
O  -0.054  -0.0439  0.5262
O  0.0301  -0.0529  -0.3028
O  -0.1075  -0.0414  -0.4106
O  -0.0071  -0.0177  -0.2959
O  0.027  0.1241  -0.1214
O  0.0094  0.008  0.4827
O  0.005  0.0391  0.5567
O  0.1446  -0.0997  0.2678
O  -0.1259  0.172  0.2458
O  -0.0613  -0.1107  0.0618
O  -0.076  0.0013  0.3365
O  0.0502  -0.1166  0.2822
O  -0.1007  0.1306  0.3942
O  -0.061  0.0179  0.2181
O  0.1676  -0.1717  0.3977
O  0.1353  -0.0874  -0.2055
O  -0.0855  0.1516  -0.1201
O  -0.1407  0.0905  -0.1466
O  -0.0655  0.0721  -0.0573
O  0.1128  -0.0791  -0.1498
O  -0.0859  0.0247  -0.0454
O  0.0642  -0.1208  -0.104
O  0.0941  -0.1646  -0.1976
Si  -0.7498  0.4314  -1.218
Si  0.0734  -0.3934  -0.5683
Si  0.2596  -0.7347  0.7273
Si  -0.0722  -0.1124  0.6086
Si  -0.0827  -0.1311  0.4952
Si  3.8146  -0.61  -0.353
Si  0.1207  0.1478  0.6026
Si  0.0137  0.1444  0.4314
Si  0.131  0.0628  -0.6405
Si  -0.0397  -0.2687  0.5151
Si  0.0703  -0.1137  0.5873
Si  -0.015  0.2837  -0.7012
Si  1.0649  0.5691  0.0685
Si  0.0203  -0.0874  0.19
Si  0.1643  0.5007  -0.8906
Si  0.1785  -0.1345  0.4289
Si  0.0282  -0.4322  -0.1798
Si  -0.0449  -0.105  -0.7299
Si  -2.6381  -1.4861  -2.7382
Si  0.0521  0.1201  0.6014
Si  0.5865  -0.7418  1.7476
Si  0.0408  0.0452  -0.542
Si  -0.2056  0.0934  0.7328
Si  0.1013  -0.008  0.6283
Si  -0.0816  0.1878  -0.5759
Si  -0.1867  -0.1097  -0.5387
Si  0.0415  0.0297  -0.9201
Si  -0.7112  3.0447  1.8963
Si  -0.8009  -0.8823  0.0671
Si  0.0111  0.0154  0.7721
Si  0.0085  0.2178  0.4684
Si  0.5023  -0.1831  -1.9614
Si  0.5964  0.0251  0.871
Si  -0.8618  0.9919  0.0019
Si  0.2324  0.182  0.6249
Si  0.6711  1.0712  -0.3514
O  0.9501  -1.2095  -0.2886
O  -0.1256  -0.2769  -0.2208
O  -0.1142  -0.1599  0.2282
O  -0.253  0.0688  -0.0532
O  1.0499  1.1704  0.192
O  0.0088  -0.0927  -0.2113
O  0.2434  -0.0011  -0.1185
O  -0.0047  0.1442  0.2415
O  -0.3765  -0.1526  -0.1406
O  -0.0535  0.0464  0.2241
O  -0.1082  0.0195  -0.218
O  -0.86  0.2322  -1.0774
O  -0.2386  -0.229  0.3814
O  0.238  -0.2347  0.3033
O  -0.0008  -0.0005  -0.2398
O  -0.737  0.4923  1.4118
O  -0.048  0.0803  -0.2231
O  -0.1573  -0.1803  -0.2616
O  -0.022  -0.009  -0.3075
O  -0.0861  -0.4955  0.6483
O  0.0413  0.0102  -0.3059
O  -0.6094  0.1053  -0.9476
O  0.1317  0.0237  -0.2635
O  -0.1037  0.6371  -0.4416
O  -0.057  0.2488  -0.1244
O  -0.0665  0.0431  0.3316
O  -0.3309  -0.3364  0.3962
O  -0.0157  -0.1748  0.0219
O  -0.3709  -1.8165  0.0903
O  -0.0464  0.2153  -0.0568
O  -1.5592  -0.5958  -0.0759
O  -0.0183  0.0659  0.2528
O  -0.0055  -0.0977  -0.2486
O  0.232  0.1153  0.5826
O  -0.1404  0.4436  1.354
O  -0.0092  -0.0211  -0.2607
O  -0.1329  0.2932  0.2359
O  -0.043  -0.0149  -0.4442
O  0.1034  0.0069  0.2167
O  -0.0932  -0.0549  -0.2855
O  -0.5307  -0.0946  -1.4131
O  -0.0326  0.3584  -0.4875
O  0.4192  -0.1499  -0.4438
O  0.0492  -0.0049  -0.2363
O  0.0186  0.1853  -0.2226
O  -0.0768  -0.3312  0.3359
O  0.0133  0.0053  -0.2151
O  0.0289  0.1867  -0.0833
O  0.0087  0.0231  -0.1628
O  -0.0437  0.0045  0.2455
O  1.4877  -0.5408  1.3497
O  0.0323  -0.0603  0.2771
O  -0.0842  -0.0628  -0.6187
O  -0.0432  0.0283  -0.059
O  0.1159  -0.1889  -0.0755
O  0.0305  -0.0499  -0.2376
O  -0.1029  0.0603  -0.2028
O  0.0286  0.0251  0.2848
O  -0.0154  0.1373  -0.4887
O  0.2312  -0.187  0.2045
O  -0.2234  0.5634  0.6027
O  0.1665  -0.1019  0.3879
O  0.0327  0.0016  -0.2196
O  0.1448  0.4114  0.2662
H  -0.0879  -0.0543  0.1347

The program warned: the cutoff lies below the one the program advises for these potential files; the forces do not sum to zero within the program's tolerance; the exchange-correlation potential is rough where the density is thin.
